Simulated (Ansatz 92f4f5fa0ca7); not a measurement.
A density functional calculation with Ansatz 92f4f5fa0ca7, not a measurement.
Periodic cell of 140 atoms, Si84O56, from a study of silicon, its oxide and their interface. The atomic structure is a simulated model.

Settings
functional: r2SCAN
potential files: Ansatz norm-conserving
basis: plane waves
wave-function cutoff: 1300 eV
density cutoff ratio: 4
exchange-correlation grid ratio: 1
k mesh: 2 x 2 x 1, shifted by 0.5 0.5 0.5 of a step
self-consistency stop: 5e-08 eV per atom in the density residual
occupations: Fermi-Dirac, 0.05 eV
spin: none
net charge: 0

Cell vectors (angstrom)
a  10.9176  -0.0709  0.0493
b  -0.0709  10.9694  0.0243
c  0.09  0.0444  19.9432

Atoms: element, x, y, z (angstrom)
Si  -0.0484  -0.1205  -0.0577
Si  2.3778  2.7936  0.1025
Si  0.55  4.2158  0.0414
Si  3.4179  8.8481  -0.8532
Si  5.7175  -0.1992  -0.1114
Si  7.5365  3.0148  0.1681
Si  5.9402  4.8961  0.4833
Si  7.7259  8.3532  0.2271
Si  1.5038  1.0874  1.4002
Si  4.1543  3.7956  1.5352
Si  1.587  6.7807  1.0139
Si  4.2143  9.739  1.2657
Si  6.6799  1.1758  1.5216
Si  9.9212  4.1426  1.8427
Si  6.7885  6.6851  1.6701
Si  9.5037  9.4987  1.4513
Si  0.1685  2.5734  2.8696
Si  2.8773  -0.242  2.8686
Si  -0.0811  8.0443  2.5314
Si  2.7492  5.4383  2.6353
Si  5.4342  2.4816  2.973
Si  8.2107  -0.1363  2.896
Si  5.2562  8.1502  2.6503
Si  8.3671  5.5229  3.1012
Si  1.5254  4.0587  4.2061
Si  4.0718  1.2138  4.3099
Si  1.1461  9.6106  4.1409
Si  3.9943  6.8948  4.1181
Si  6.7564  4.131  4.2543
Si  9.4542  1.3398  4.2439
Si  6.7523  9.3165  4.244
Si  9.7343  6.7739  4.3519
Si  -0.1044  0.1328  5.4917
Si  2.7837  2.5597  5.5576
Si  0.172  5.5295  5.5744
Si  2.5674  8.1578  5.4606
Si  5.4684  -0.2138  5.6274
Si  8.0845  2.6706  5.7835
Si  5.2778  5.4438  5.3986
Si  8.1367  8.1063  5.6382
Si  1.2798  1.3648  6.8509
Si  4.0663  4.0704  6.8429
Si  1.3692  6.832  7.1237
Si  3.8595  9.4423  7.0384
Si  6.6237  1.1752  7.0911
Si  9.5744  4.2251  6.8627
Si  6.5455  6.8262  6.7679
Si  9.2993  9.7564  6.8643
Si  -0.0553  3.0313  8.1467
Si  2.6188  0.0057  8.2466
Si  -0.2545  8.3915  8.1606
Si  2.8313  5.4568  8.5121
Si  5.2187  2.6214  8.3091
Si  8.1771  0.1483  8.3585
Si  5.1349  7.8799  8.4395
Si  7.9953  5.4669  8.1329
Si  1.4224  4.0304  9.7789
Si  3.6528  1.6686  9.7713
Si  0.7322  9.9913  9.4092
Si  4.8144  5.9587  9.8323
Si  6.537  3.7744  10.064
Si  9.7567  1.3633  9.5679
Si  6.3824  9.0432  10.231
Si  8.5103  6.9075  9.8961
Si  3.9188  6.383  11.8381
Si  5.7459  8.7192  16.8062
Si  7.1803  10.985  15.6713
Si  -0.4206  7.9995  13.4338
Si  9.1229  -0.3125  13.4714
Si  10.1168  5.1479  11.7819
Si  4.5229  -0.2522  12.1556
Si  5.1677  5.0137  17.6482
Si  8.8502  2.4373  11.6201
Si  7.8296  6.7266  17.6211
Si  4.3565  1.9317  17.7189
Si  4.0413  4.3446  13.9729
Si  4.9727  12.4589  14.8237
Si  2.0531  8.6923  11.9889
Si  4.6367  6.9082  14.5102
Si  13.4676  5.7211  15.937
Si  0.8839  -1.1104  18.0111
Si  -1.178  13.5198  18.2777
Si  10.0587  0.5787  16.2198
Si  -0.2788  7.2162  16.533
O  2.3579  -1.2874  -1.7761
O  2.6446  -3.3446  -0.0943
O  2.8797  2.1302  -1.4242
O  4.1689  11.9093  -8.8522
O  -0.2996  3.7675  -1.3073
O  5.254  8.0545  -4.592
O  4.5086  8.4371  -2.0408
O  -0.8604  12.1782  -0.7116
O  5.1155  0.734  -1.2896
O  4.1454  1.2614  -3.7493
O  8.0864  2.7431  -1.4525
O  8.8681  3.2437  0.9901
O  4.9572  5.4301  -0.6958
O  6.6621  9.4741  -0.4109
O  11.8565  5.9976  -3.5268
O  2.4434  2.6863  10.3269
O  4.7481  7.2888  12.9114
O  8.8634  0.9718  12.4103
O  2.556  7.1569  11.6202
O  1.3296  9.2628  10.7307
O  -0.0598  11.3033  10.0082
O  4.6164  2.8822  14.0359
O  3.6502  4.9162  12.4632
O  9.836  7.6902  9.6067
O  7.4767  -0.7822  9.6594
O  7.2566  7.7694  10.6369
O  5.5322  9.7087  11.4683
O  8.7965  5.6919  10.9562
O  11.5132  4.6827  11.06
O  2.6168  4.4273  14.852
O  -4.235  5.7379  17.2133
O  7.6604  4.0232  8.9314
O  -1.242  -1.6963  12.8686
O  3.1862  9.7632  12.5138
O  0.3423  10.8301  16.7851
O  7.3188  3.0361  11.2729
O  7.7962  -0.6656  14.2809
O  9.6562  3.6865  12.467
O  4.813  11.3541  13.6682
O  6.6113  1.4751  15.2703
O  6.0342  -0.7178  16.2908
O  -2.3797  0.2228  16.6495
O  1.0627  8.4879  13.2943
O  3.7674  5.5567  16.9994
O  9.3488  -4.7105  16.9222
O  5.168  5.3882  14.6122
O  -0.8189  2.1603  16.7053
O  11.0225  8.2992  17.5476
O  8.2601  7.1718  19.1385
O  -0.7765  0.3973  14.5471
O  1.0292  -5.098  19.7462
O  -0.5637  7.8534  15.0813
O  4.9995  14.3442  17.621
O  10.4716  6.367  12.8757
O  7.223  8.1812  17.1577
O  3.0917  6.9304  14.9144

Results
free energy: -35872.881 eV
free energy less fixed offsets of O -463.61, Si -117.95 eV per atom: -2.921 eV
pressure: -2.50 GPa
stress xx, yy, zz, yz, xz, xy (GPa, positive in tension): 0.93, 3.23, 3.36, 1.26, -0.33, -2.74

Forces (eV/angstrom), in the order of the atoms: element, x, y, z
Si  -0.0488  1.5175  0.5982
Si  1.9247  -0.8109  -0.64
Si  -0.7069  1.835  -1.0898
Si  -1.6433  -1.0652  0.6462
Si  1.5942  1.0555  1.5614
Si  -0.9057  -0.59  -1.6577
Si  -0.09  -1.0895  0.6698
Si  0.1698  -0.6529  0.6031
Si  -0.4905  -0.2099  0.6106
Si  -0.6586  0.2061  0.2093
Si  0.1002  -0.02  -1.5214
Si  -1.0265  -0.869  0.0421
Si  1.1701  0.2429  -0.9003
Si  -0.1049  -0.2549  0.3301
Si  0.5133  0.6925  0.4241
Si  -1.3382  -0.0788  -0.4182
Si  -0.0513  -0.2777  1.0864
Si  -0.6596  0.9837  -0.7977
Si  1.1687  0.5325  0.4767
Si  0.4836  -0.3058  0.416
Si  -0.0017  0.5869  0.026
Si  -0.4618  0.0021  -0.3669
Si  0.9998  0.0303  0.847
Si  -0.7896  -0.7125  -0.8114
Si  -0.3294  0.0052  -0.5211
Si  0.9385  -1.2528  -0.2913
Si  0.2202  -1.2396  -0.43
Si  -1.0213  -0.5424  -0.7208
Si  1.0101  -1.5922  -0.3393
Si  -0.1087  0.6383  -0.174
Si  -0.5158  1.0473  -1.111
Si  -0.3144  1.4348  0.0024
Si  0.318  -0.8843  -0.2919
Si  -0.6755  1.2653  0.2948
Si  0.4472  -0.9688  0.0688
Si  -0.5261  0.5212  1.0985
Si  -0.4568  -0.6508  0.1392
Si  -0.2094  0.326  -0.8611
Si  0.0295  0.5113  0.2922
Si  0.4863  0.1477  -0.4251
Si  0.1573  0.952  0.7514
Si  -0.6689  -0.0195  0.9978
Si  0.0528  0.6629  -0.155
Si  0.2998  -0.1503  -0.3255
Si  0.076  1.1309  -0.5873
Si  -0.7572  0.3745  -0.4705
Si  0.2751  -0.5561  1.2936
Si  0.0759  -1.2326  0.3988
Si  1.0737  -1.5806  1.0248
Si  -0.3272  0.2965  0.6562
Si  -0.4674  -0.4197  0.6788
Si  0.3469  -0.7791  -0.0707
Si  0.1048  0.0903  1.2739
Si  -0.5301  -1.591  2.1777
Si  0.7922  1.0011  0.2098
Si  0.0696  0.0168  -0.7124
Si  0.95  -1.6741  -0.2448
Si  -1.704  -0.178  -1.0123
Si  1.72  1.0997  0.2987
Si  0.2914  -0.2796  -1.1593
Si  -1.6399  -0.1798  -1.4471
Si  0.3793  1.1405  0.361
Si  -0.8989  1.2915  -1.2632
Si  -2.3535  -1.0022  0.9343
Si  0.7293  0.2372  0.143
Si  0.449  0.1767  -2.0483
Si  2.0503  1.6241  0.082
Si  -0.3163  -1.2523  2.0473
Si  1.1346  1.1796  -0.1818
Si  -0.0889  -0.0613  1.8753
Si  0.1974  0.0062  0.3307
Si  -0.2462  0.2599  1.3728
Si  0.6637  -0.4295  0.138
Si  1.9507  1.2167  -0.4292
Si  0.3072  -1.3965  0.0023
Si  -1.8502  0.3321  0.1082
Si  0.4578  0.936  -0.4991
Si  0.5887  -0.7517  2.5056
Si  1.3379  2.9442  -1.031
Si  -1.3249  -2.2466  -0.3281
Si  -2.5824  -1.4435  -2.1418
Si  -1.3217  -1.1199  -0.002
Si  -0.4525  -0.4905  -1.2217
Si  0.4394  -2.9084  -2.0562
O  1.9424  -0.5692  0.3673
O  -0.1364  0.1417  0.0573
O  -0.4292  0.4753  0.8617
O  0.0981  -0.872  1.213
O  0.5833  0.4705  0.6408
O  -0.1763  -1.6027  0.1641
O  -0.5263  0.0782  1.1476
O  -0.3685  0.2515  -0.3077
O  -0.5387  0.757  -1.1368
O  -0.8129  0.6726  1.0211
O  0.5505  0.085  1.7387
O  0.2173  0.114  0.086
O  -0.0392  0.2773  -2.6103
O  -0.0565  0.419  -0.2311
O  0.0634  0.6541  0.3725
O  -0.6111  1.3714  -0.8355
O  0.3345  -0.4008  0.8736
O  -0.1099  -0.5819  0.7723
O  -1.3781  1.9556  -0.1939
O  -0.6712  0.1459  -0.6864
O  -0.866  -0.0667  -0.2013
O  0.602  -1.0832  0.3241
O  0.5531  -1.2389  1.342
O  1.4829  1.1474  -1.1651
O  0.569  0.8705  -1.3333
O  2.1219  -1.3582  0.0751
O  0.4188  0.0843  -0.046
O  1.4001  -0.2955  0.602
O  -0.0954  0.3061  -0.8024
O  1.1492  1.1509  1.0571
O  -1.965  -1.5034  0.1234
O  0.7012  1.1931  -0.4986
O  -0.5368  0.1929  -0.2151
O  -0.576  -0.2634  -0.8766
O  0.4529  -0.5205  1.049
O  0.2731  -0.405  0.779
O  -1.0331  -0.2467  0.2204
O  -1.0434  -0.4991  -1.4067
O  -0.2659  -0.8529  -1.3035
O  0.0351  0.0567  -0.3333
O  -1.0213  -1.2905  1.6858
O  -0.5987  -0.7051  -1.0549
O  2.365  0.8885  -1.849
O  0.0057  0.2465  0.0248
O  -0.5314  1.1268  0.4656
O  -0.1699  -0.8116  0.0204
O  0.4384  0.7445  0.1613
O  1.2683  2.6036  2.6126
O  -0.1588  -0.0383  -0.353
O  -0.0665  0.15  0.2833
O  0.5291  0.2415  0.8063
O  -0.6738  0.1377  -1.4146
O  1.0597  0.841  -0.1695
O  -1.0169  0.2305  -0.9294
O  -0.0851  -0.6541  -0.3533
O  -0.5398  1.0386  0.0096
